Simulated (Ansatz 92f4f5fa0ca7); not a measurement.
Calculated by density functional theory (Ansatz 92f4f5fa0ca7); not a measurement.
Periodic cell of 225 atoms, Si132O91P2, from a study of silicon, its oxide and their interface. The atomic structure is a simulated model.

Settings
functional: PBE
potential files: Ansatz PAW
basis: plane waves
wave-function cutoff: 700 eV
density cutoff ratio: 5
exchange-correlation grid ratio: 1
k mesh: 2 x 2 x 1, shifted by 0.5 0.5 0.5 of a step
self-consistency stop: 5e-08 eV per atom in the density residual
occupations: fixed
spin: none
net charge: 0

Cell vectors (angstrom)
a 10.938 0 0
b 0 10.938 0
c 0 0 31.9494

Atoms: element, x, y, z (angstrom)
Si 10.6582 -0.0098 24.428
Si 5.1058 0.1137 24.6728
Si 2.8582 2.2851 24.5504
Si 8.6016 2.4221 24.587
Si 10.7393 5.5757 24.343
Si 5.1893 5.603 24.4624
Si 3.0226 7.9418 24.4286
Si 8.4502 7.8168 24.4356
Si 1.3189 1.1252 25.8486
Si 6.8387 1.3182 25.7527
Si 4.0144 4.0045 25.7474
Si 9.7153 4.0174 25.8637
Si 1.3636 6.7844 25.6804
Si 6.8308 6.7128 25.7638
Si 4.0289 9.4612 25.969
Si 9.5091 9.4342 25.8113
Si 2.6553 -0.1415 27.2974
Si 8.1585 -0.078 27.1548
Si 0.0991 2.6476 27.2177
Si 5.4727 2.7108 27.1252
Si 2.6866 5.4068 27.1206
Si 8.2115 5.3579 27.1457
Si 0.0285 8.1408 27.1386
Si 5.533 8.1322 27.1903
Si 4.097 1.3243 28.5067
Si 9.5515 1.3236 28.5066
Si 1.3997 4.0621 28.5733
Si 6.822 4.0557 28.5359
Si 4.0943 6.777 28.495
Si 9.5687 6.7781 28.4905
Si 1.3014 9.4764 28.6288
Si 6.8383 9.5286 28.5725
Si -0.026 -0.0062 29.9166
Si 5.4703 -0.0107 29.9002
Si 2.7723 2.709 29.9089
Si 8.2066 2.7126 29.8916
Si 0.0037 5.4501 29.8944
Si 5.469 5.4509 29.8926
Si 2.7555 8.1597 29.9091
Si 8.234 8.1718 29.8946
Si 1.3673 1.3673 31.2657
Si 6.8362 1.3673 31.2657
Si 4.1018 4.1018 31.2657
Si 9.5708 4.1018 31.2657
Si 1.3673 6.8362 31.2657
Si 6.8362 6.8362 31.2657
Si 4.1018 9.5708 31.2657
Si 9.5708 9.5708 31.2657
Si 2.7345 0 0.6835
Si 8.2035 0 0.6835
Si 0 2.7345 0.6835
Si 5.469 2.7345 0.6835
Si 2.7345 5.469 0.6835
Si 8.2035 5.469 0.6835
Si 0 8.2035 0.6835
Si 5.469 8.2035 0.6835
Si 4.0723 1.3993 2.0638
Si 9.5766 1.3674 2.0338
Si 1.3461 4.1439 2.0568
Si 6.8175 4.1414 2.0465
Si 4.0905 6.8454 2.0412
Si 9.559 6.8544 2.0556
Si 1.3547 9.6065 2.0532
Si 6.7893 9.633 2.0376
Si 0.0089 0.0557 3.446
Si 5.4309 0.0522 3.4536
Si 2.7075 2.7964 3.4243
Si 8.2332 2.786 3.3425
Si 0.0189 5.5379 3.4592
Si 5.4611 5.5269 3.4382
Si 2.739 8.2443 3.3841
Si 8.1856 8.2899 3.3477
Si 1.3487 1.4685 4.8329
Si 6.839 1.5013 4.711
Si 4.0456 4.1859 4.7987
Si 9.5829 4.1135 4.7541
Si 1.3675 6.9889 4.8209
Si 6.8151 7.0003 4.733
Si 4.0531 9.5783 4.8117
Si 9.5342 9.6164 4.7511
Si 2.6199 -0.0198 6.1483
Si 8.203 0.1315 6.0384
Si 0.0025 2.8517 6.2666
Si 5.462 2.8224 6.1107
Si 2.7531 5.6481 6.1881
Si 8.2364 5.6096 5.9477
Si -0.0185 8.3774 6.2126
Si 5.4828 8.3116 6.2413
Si 4.336 1.1274 7.342
Si 9.7103 1.221 7.4785
Si 1.1858 4.5228 7.5156
Si 6.6396 4.5469 7.2646
Si 4.3401 6.7466 7.627
Si 9.7552 6.6591 7.4465
P 1.0835 9.8825 7.6337
Si 6.6999 9.9631 7.4407
O 9.613 1.2266 23.995
O 4.1349 6.7904 23.9578
O 4.0435 1.2303 24.0416
O 9.5676 6.689 23.9075
O -0.0075 5.595 7.9852
O 5.5155 0.0983 7.9182
O -0.0751 0.1048 7.9627
O 5.5422 5.6264 7.8917
O 7.6398 4.0583 8.4683
O 8.7877 7.1006 8.7252
O 8.8524 1.7114 8.8311
O 7.5963 9.4795 8.7509
O 3.5775 1.8109 8.6233
O 3.7092 7.2563 9.1053
O 2.0636 4.0094 8.8335
O 8.1774 3.4817 23.3886
O 0.4854 4.9234 22.9591
O 1.9469 2.7419 23.2617
O 5.8644 4.8953 23.1293
O 5.5541 9.9779 23.5108
O 2.4891 8.6871 23.0481
O 0.2266 10.0552 23.0954
O 7.8207 8.557 23.0935
Si 8.7445 7.6657 18.4751
Si 8.951 6.323 13.6206
Si 3.9152 1.5076 14.7583
Si 2.2387 5.7203 17.652
Si 2.4827 3.1153 19.5132
Si 9.9995 8.9921 12.0366
Si 1.3786 9.4081 22.0986
Si 9.3312 0.9309 13.2251
Si 1.5197 5.0067 13.0463
Si 1.9689 8.1855 12.8296
Si 6.6929 9.5423 22.4478
Si 4.6384 4.5612 15.7538
Si 8.2487 3.0476 9.5665
Si 0.9242 8.2174 19.2861
Si 7.0108 1.3314 21.1188
Si 8.3231 8.3447 9.676
Si 11.0014 5.1684 15.6239
Si 7.6797 9.4858 16.3653
Si 9.9914 2.0341 20.3213
P 3.4138 8.6328 10.0434
Si 6.7934 3.3069 17.4556
Si 1.229 0.1867 19.8207
Si 3.318 2.7814 12.3244
Si 7.2968 5.3672 19.7155
Si 5.9821 8.598 11.6653
Si 5.9411 6.0112 13.2616
Si 4.7301 9.6787 17.6464
Si 1.0657 3.5864 22.1901
Si 4.9679 1.4526 18.8315
Si 3.2009 3.0838 9.5447
Si 6.5991 10.8118 13.8335
Si 10.4618 0.1055 16.0212
Si 5.7115 3.6454 11.1544
Si 9.9656 3.8491 11.8926
Si 2.4453 9.89 15.5775
Si 6.157 8.0938 19.8236
Si 6.9803 3.9625 22.3984
Si 9.8505 2.7619 17.4007
O 7.3705 6.3071 13.9993
O 1.969 7.0309 18.7007
O 10.3753 4.0241 16.5576
O 6.267 9.9433 17.0878
O 10.2791 0.7073 14.5224
O 8.5255 6.0839 18.8859
O 5.3101 0.6815 14.4537
O 5.8086 2.0201 17.5633
O 8.4056 1.9132 20.5633
O 2.0752 4.2708 18.4194
O 7.0144 2.8055 10.6243
O 4.9492 2.6672 12.2121
O 6.1369 4.3565 16.3957
O 4.5865 3.9078 9.9563
O 10.7389 2.7443 21.5868
O 9.865 6.1443 14.9712
O 6.0841 6.4581 19.8605
O 4.1611 0.1389 18.2992
O 9.4611 10.5022 12.3385
O 2.9631 4.3227 12.761
O 1.9657 10.6885 21.2338
O 4.0613 2.6911 19.4099
O 0.8379 10.0265 16.0058
O 1.3491 9.7776 18.859
O 1.7807 1.6376 19.289
O 9.0532 10.3752 16.5492
O 4.9635 8.5488 18.8048
O 9.6911 8.8076 10.4406
O 6.8374 4.0458 18.9032
O 2.9533 1.6766 13.4355
O 5.8866 8.7569 21.2766
O 2.5772 2.4473 10.9174
O 7.6855 4.8406 21.2106
O 5.4213 7.4592 12.6929
O 0.6552 8.9837 12.317
O 7.7376 1.0328 13.596
O 7.2398 9.6233 14.7914
O 9.1183 4.9876 12.6923
O 8.1892 8.0167 16.9474
O 6.2698 2.5632 21.9122
O 2.5322 9.0257 14.1491
O 0.5489 4.445 11.8566
O 0.8828 8.2935 20.9562
O 9.4762 3.7728 10.3458
O 9.8042 2.3389 12.5299
O 7.707 8.5292 19.4296
O 2.953 8.0212 11.5161
O 4.0855 3.0232 15.4108
O 0.9201 4.4286 14.4499
O 10.1299 2.9903 18.9944
O 9.3483 7.757 12.9175
O 10.5752 0.5155 20.0891
O 6.1084 5.0118 11.9593
O 8.2503 2.7064 17.0525
O 3.6458 5.4464 16.7665
O 4.9343 8.9989 10.4633
O 1.6187 6.6277 13.2079
O 4.9019 5.4435 14.3934
O 2.0932 3.8316 20.9352
O 10.6601 1.3991 16.9994
O 1.0689 6.0366 16.5577
O 7.3914 10.9397 21.9755
O 5.9877 0.8743 19.9552
O 6.2432 10.0071 12.4528
O 2.9766 0.5025 15.6226
O 7.2735 7.962 10.8776
O 10.3305 7.9771 18.714
O 3.5467 9.1576 16.6022

Results
free energy: -137194.670 eV
free energy less fixed offsets of O -569.03, P -756.45, Si -635.61 eV per atom: 0.480 eV

Forces (eV/angstrom), in the order of the atoms: element, x, y, z
Si -0.0065 0.0017 -0.0276
Si -0.0237 -0.012 -0.0163
Si 0.0127 -0.0045 -0.0269
Si 0.0162 0.0101 -0.0161
Si -0.0111 -0.0118 -0.0257
Si -0.0027 -0.004 -0.0272
Si 0.0206 0.0083 -0.0305
Si 0.0091 0.0045 -0.033
Si -0.0183 -0.0051 -0.0083
Si 0.0038 -0.0105 0.0037
Si 0.0119 -0.0037 -0.0112
Si 0.0147 0.0217 -0.0061
Si 0.0021 -0.0115 0.0217
Si 0.0064 0.0218 0.0188
Si -0.0351 0.0052 -0.0196
Si 0.0134 0.0052 0.0044
Si -0.0028 0.0093 0.0076
Si 0.0033 -0.0033 -0.0044
Si -0.0064 0.005 0.0025
Si 0.0063 -0.0009 -0.0055
Si 0.0014 -0.0042 0.0016
Si 0.0008 0.0171 -0.0087
Si 0.0233 -0.0015 -0.0031
Si 0.0078 -0.0112 -0.0085
Si 0.0031 0.0133 -0.0213
Si -0.0068 -0.0085 -0.0112
Si -0.0058 -0.0003 -0.0273
Si -0.0062 -0.0035 -0.0138
Si -0.0104 -0.0035 -0.0036
Si -0.0031 0.0044 0.0054
Si -0.0091 -0.0079 -0.0341
Si -0.0079 0.001 -0.0192
Si -0.0006 0.0126 -0.0037
Si -0.0045 0.004 0.0035
Si 0.0107 -0.0136 0.0043
Si 0.0156 -0.0118 0.0052
Si -0.0025 0.0098 0.0002
Si 0.0002 0.0052 0.0034
Si 0.0266 -0.0185 -0.005
Si 0.0137 -0.0116 0.0013
Si 0.0728 -0.0207 -0.0401
Si 0.07 -0.047 0.0098
Si 0.1056 -0.0906 0.1121
Si -0.0483 -0.1275 -0.0488
Si 0.0419 -0.1899 0.0691
Si 0.073 -0.0419 -0.0868
Si -0.0056 -0.1016 -0.0028
Si -0.138 -0.1566 0.1708
Si -0.063 0.1145 -0.0076
Si -0.1241 0.0664 -0.1303
Si 0.0408 0.1548 -0.0107
Si -0.0476 0.1153 0.1013
Si -0.0842 -0.0073 -0.0736
Si -0.0363 0.1017 -0.0487
Si 0.0048 0.1365 0.0643
Si -0.0441 0.1346 -0.0341
Si 0.0042 -0.0077 -0.0058
Si 0.0059 -0.0063 -0.0067
Si -0.0114 0.011 -0.0078
Si -0.0199 0.0152 -0.0022
Si 0.0004 -0.002 -0.0017
Si 0.0125 -0.011 0.0011
Si -0.0213 0.0146 0.0003
Si -0.0113 0.0077 -0.003
Si 0.0116 0.0011 0.0094
Si 0.0173 -0.0022 0.0139
Si 0.0123 0.005 0.0134
Si -0.0015 0.0051 0.037
Si 0.0068 -0.015 -0.0018
Si 0.0016 -0.0038 0.0163
Si 0.0038 -0.0039 0.0114
Si -0.0064 -0.0077 0.0107
Si -0.0168 0.0132 -0.0124
Si -0.0068 0.0011 -0.0057
Si -0.0047 0.0051 -0.0024
Si 0.0046 -0.015 -0.0082
Si 0.0047 -0.0032 0.0153
Si -0.0218 0.0106 -0.0002
Si -0.0048 -0.0046 0.0107
Si -0.0024 -0.0107 -0.0098
Si 0.0078 0.0126 0.0234
Si -0.0046 -0.0065 0.019
Si 0.001 0.0025 -0.0121
Si 0.0072 -0.0109 -0.0031
Si 0.0208 0.0088 0.0155
Si 0.025 0.0284 0.0141
Si -0.0182 -0.0223 -0.0017
Si -0.0108 -0.0106 -0.0077
Si 0.0057 -0.0116 0.0201
Si -0.0496 -0.0023 0.0427
Si 0.0061 0.0236 0.017
Si 0.0198 0.0186 0.0485
Si -0.0136 -0.0084 0.0093
Si -0.0189 -0.0246 0.0283
P -0.0044 0.0169 -0.0045
Si 0.0028 0.0252 0.0248
O 0.0032 -0.0074 -0.0309
O -0.0082 0.0104 -0.0253
O -0.0065 -0.0014 -0.0294
O 0.0052 -0.0008 -0.0227
O -0.0016 0.0013 0.0331
O 0.0035 -0.0008 0.0446
O 0.0197 -0.0182 0.021
O 0.004 -0.0061 0.0381
O -0.0217 -0.0262 0.0119
O 0.0208 0.0158 -0.0024
O 0.0441 0.0105 -0.037
O -0.0212 -0.0207 0.0044
O 0.0165 0.0119 0.0016
O 0.028 -0.0373 -0.0327
O -0.0092 -0.0152 0.0001
O -0.0266 -0.0313 -0.0203
O -0.0148 -0.0072 0.013
O 0.0091 0.0132 -0.0034
O 0.0069 0.0037 0.0012
O 0.0314 0.0298 -0.0165
O -0.0106 -0.0172 0.0103
O 0.0187 0.0147 0.0049
O -0.0049 -0.0111 0.0077
Si 0.0012 -0.0006 0.0005
Si -0.0032 0.0003 0.0153
Si -0.0035 -0.0019 0.0033
Si 0.005 0.0027 -0.0053
Si 0.0077 0.0077 0.009
Si 0.0016 -0.0052 -0.0067
Si -0.002 0.0048 0.0061
Si 0 0.0008 0.0016
Si 0.0011 -0.0052 0.0013
Si 0.0062 0.0011 0.0023
Si -0.0082 0.0153 0.0141
Si 0.0012 0.004 0.001
Si -0.0111 0.0112 -0.0198
Si -0.0025 -0.0035 0.0071
Si -0.0026 0.0006 0.0151
Si 0.0024 -0.0068 -0.014
Si -0.0002 0.0044 0.004
Si 0.0005 -0.0055 -0.0015
Si -0.0023 0.0015 0.0063
P -0.0108 0.0332 0.0036
Si 0.0009 -0.0008 0.0003
Si -0.0039 -0.0027 0.0115
Si -0.0009 -0.0065 -0.0016
Si 0.0039 -0.0021 0.0101
Si 0.0101 0.0013 -0.0038
Si -0.0006 0.0009 0.0057
Si -0.0064 -0.0009 0.009
Si 0.0062 -0.0053 0.0115
Si 0.0028 -0.0002 0.0056
Si 0.0094 -0.0017 -0.0098
Si -0.0005 0.0006 -0.002
Si 0.0077 0.0087 0.0007
Si 0.0027 -0.0035 -0.0088
Si 0.0039 0.0028 -0.0153
Si 0.0037 -0.0016 0
Si -0.0074 0.0018 0.0115
Si 0.0004 -0.0111 0.0135
Si 0.0027 0.0002 0.0048
O -0.0029 -0.0034 -0.0173
O -0.0133 0.0061 0.0024
O 0.0071 -0.002 -0.0007
O 0.0023 -0.0064 0.0014
O -0.0177 -0.0084 0.0043
O -0.0273 0.0179 0.0069
O -0.0021 -0.0042 -0.0048
O 0.0018 0.0078 0.0253
O -0.0023 -0.0016 0.002
O -0.0019 0.0004 0.01
O -0.0005 0.0202 0
O -0.0101 0.0271 -0.0219
O -0.0171 -0.0187 0.0076
O -0.016 -0.0315 0.023
O 0.0116 0.0024 -0.0214
O 0.0073 -0.0188 -0.0218
O 0.0328 0.0074 -0.0084
O 0.0235 -0.0211 -0.008
O 0.0099 0.0119 0.0211
O -0.0145 -0.0176 -0.0023
O -0.0326 -0.0203 -0.0147
O 0.0074 -0.0042 -0.0112
O -0.0103 0 -0.006
O 0.0009 -0.0052 0.0226
O -0.0006 0.0016 -0.0041
O 0.0013 0 -0.0188
O 0.0078 0.0134 0.0003
O -0.0056 -0.0067 0.0203
O 0.0074 0.0037 -0.0184
O 0.0145 0.0224 -0.0061
O 0.0208 -0.0027 -0.0153
O 0.035 0.0235 0.0085
O -0.0189 0.0003 -0.0032
O 0.0192 -0.0017 -0.0123
O 0.0028 -0.0181 0.0053
O 0.0104 -0.0246 0.0032
O 0.0085 0.0253 -0.0032
O 0.0255 -0.0059 0.0008
O -0.003 0.0054 0.0158
O 0.023 0.0086 -0.0164
O -0.0143 -0.0049 -0.0003
O -0.0029 0.0018 0.0222
O 0.0165 0.0232 -0.0119
O -0.0171 -0.0147 0.0229
O -0.0161 0.0004 -0.0016
O -0.0014 -0.0294 -0.0098
O -0.02 -0.016 0.0092
O 0.0034 0.0046 -0.0172
O -0.0004 0.0268 -0.0063
O -0.0032 -0.0148 -0.0104
O 0.0056 -0.0045 -0.0114
O 0.012 0.0169 0.0001
O -0.0117 -0.0044 0.0116
O 0.0025 0.0105 0.0179
O 0.0003 -0.0067 -0.0124
O 0.0311 0.0078 0.0122
O 0.0003 -0.0007 -0.0051
O 0.0131 -0.003 -0.0037
O -0.011 -0.0164 -0.0089
O -0.0106 0.0083 -0.0056
O 0.0048 -0.0227 -0.011
O -0.0086 -0.0107 -0.0144
O 0.0037 0.0211 -0.0071
O -0.0003 -0.0063 0.0144
O 0.0098 0.0033 -0.0033
O -0.0036 0.0111 -0.008
O 0.0104 0.0004 0.0073
O 0.0083 0.0126 -0.0011

The program warned: the cutoff lies below the one the program advises for these potential files; the forces do not sum to zero within the program's tolerance; the exchange-correlation potential is rough where the density is thin.
